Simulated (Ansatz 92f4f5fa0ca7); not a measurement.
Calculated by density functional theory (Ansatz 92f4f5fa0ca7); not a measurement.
Periodic cell of 252 atoms, Si144O108, from a study of silicon, its oxide and their interface. The atomic structure is a simulated model.
This geometry differs little from another in the collection (a relaxation step or a small displacement).

Settings: functional r2SCAN; potential files Ansatz PAW; basis plane waves; wave-function cutoff 800 eV; density cutoff ratio 5; exchange-correlation grid ratio 1; k mesh 1 x 1 x 1, shifted by 0.5 0.5 0 of a step; self-consistency stop 1e-10 eV per atom in the density residual; occupations fixed; spin none; net charge 0.

Cell vectors (angstrom)
a 10.88 0 0
b 0 10.88 0
c 3.4875 -4.0869 36.027

Atoms and the computed forces on them: element, x, y, z (angstrom), force x, y, z (eV/angstrom)
Si 3.163 0.9318 0.4256 -0.0065 0.0058 -0.0131
Si 5.9022 3.5234 0.0445 0.0003 0.0001 0.0023
Si 2.2123 7.4338 0.197 0.0025 0.0008 -0.0179
Si 4.812 -0.7861 0.2852 0.0016 -0.0048 -0.0213
Si -0.0658 -1.0423 -1.8972 -0.0101 0.0079 -0.017
Si -0.4739 4.6204 0.0526 -0.0047 0.0022 0.0084
Si 8.6438 6.2771 0.1844 -0.0048 0.0031 -0.0152
Si 0.4616 -1.8053 0.2404 0.0027 -0.0028 0.0062
Si 4.19 2.7081 1.4799 0.0005 0.0008 0.0019
Si 6.8358 5.3095 1.3381 0.0008 0.001 0.003
Si 3.9964 -2.6255 1.4729 -0.001 -0.0001 0.0037
Si 6.7211 0.0714 1.3627 0.0007 0.0011 0.0034
Si -1.4388 2.7724 1.2082 -0.0016 0.0021 0.0011
Si 1.2914 5.5454 1.3209 0.0012 0.0026 0.0028
Si 9.5636 8.0795 1.4034 -0.0012 -0.0009 0.0021
Si 1.378 -0.071 1.5284 0.0017 -0.0003 0.0027
Si 2.7042 4.1354 2.6253 -0.0011 0 -0.0014
Si 5.4467 6.7796 2.6206 0.0002 0.0016 -0.0018
Si 2.7152 -1.3536 2.9642 -0.0004 0 -0.0016
Si 5.4711 1.3595 2.8977 0.0007 0.0003 -0.0009
Si 8.1707 4.0311 2.7849 0.0005 0.0017 0.0003
Si 10.8842 6.7908 2.854 -0.001 0 -0.0006
Si 8.1377 9.5228 2.6224 0.0001 -0.0006 -0.0018
Si -0.0609 1.4083 2.6233 -0.001 0.0009 -0.001
Si 1.3466 2.7452 4.007 -0.0001 0.0014 -0.0011
Si 4.0632 5.4673 4.0113 0.0002 0.0002 -0.0007
Si 1.3392 8.1416 4.2109 -0.0013 0.0007 -0.0001
Si 4.0971 0.0151 4.2365 0.0011 0 -0.0009
Si 6.8286 2.7229 4.1795 -0.0002 0.0019 0
Si 9.5174 5.4078 4.1499 -0.0003 0.0001 -0.0003
Si 6.7963 8.1526 4.0187 -0.0004 0.0013 -0.0017
Si 9.489 0.0174 3.9991 -0.0003 0.0011 -0.0011
Si 2.6777 1.4062 5.4636 -0.0009 0.0011 -0.0007
Si 5.3967 4.1125 5.4057 -0.0006 0.0004 -0.0007
Si 2.7468 6.7751 5.4653 -0.0002 -0.0003 -0.0009
Si 5.4772 9.4839 5.4876 0.0006 -0.0001 -0.0007
Si 8.1891 1.3343 5.451 -0.0004 0.0001 -0.0011
Si 0.0258 4.0569 5.4676 -0.0004 0.0001 -0.0015
Si 8.1384 6.8148 5.4397 -0.0008 0.0006 -0.0017
Si 10.829 9.5582 5.4224 -0.001 0.0009 -0.0005
Si 4.0697 2.7625 6.7977 0.0001 0.0014 -0.0011
Si 6.7458 5.4505 6.7689 -0.0011 0.0003 -0.0011
Si 4.0763 8.1399 6.8256 -0.0005 -0.0001 -0.0007
Si 6.8391 0.0002 6.8171 0.0002 0.0008 -0.0009
Si -1.3463 2.6855 6.8074 -0.0011 0.0015 -0.0004
Si 1.3968 5.4252 6.8221 -0.0003 0.0004 -0.0015
Si 9.5106 8.1917 6.7954 -0.0004 0.0015 -0.0008
Si 1.314 0.004 6.7889 -0.0009 0.0003 -0.002
Si 2.7277 4.0684 8.2068 0.0013 0.0009 0
Si 5.4121 6.7719 8.1771 -0.0014 0.0005 -0.0015
Si 2.693 9.5293 8.1381 0.0002 -0.0004 -0.0016
Si 5.4655 1.402 8.1271 -0.0003 0.0025 -0.0004
Si 8.1151 4.0676 8.0865 -0.0002 -0.0005 -0.0011
Si 0.0337 6.8348 8.1269 -0.0003 0.0006 -0.0004
Si 8.1912 -1.3301 8.1882 -0.0003 0.0013 -0.0007
Si -0.0274 1.3177 8.1825 -0.001 -0.001 -0.0014
Si 1.3397 2.6673 9.4864 -0.0005 -0.0013 0.0005
Si 4.0903 5.406 9.5871 0.0005 0.0004 -0.0014
Si 1.3678 8.1809 9.5675 -0.0001 0.0019 -0.0007
Si 4.0715 0.05 9.4205 -0.0014 -0.0012 0.0007
Si 6.8209 2.7321 9.5533 -0.0001 0.0015 -0.0006
Si 9.4887 5.449 9.3603 -0.0019 0.001 -0.0003
Si 6.7871 8.1793 9.4334 -0.0003 -0.001 0.0012
Si 9.526 0.0051 9.6244 0.0002 0.0024 0.0001
Si 2.7318 1.3455 10.8432 0.0029 0.0037 0.0009
Si 5.4887 4.0831 10.9654 -0.0015 -0.0011 -0.0006
Si 2.7244 6.7801 10.9176 -0.0011 -0.0009 0.0009
Si 5.4201 -1.3217 10.725 -0.0011 0.0032 0.0008
Si 8.152 1.3804 10.9904 -0.0008 0.0003 0.0009
Si -0.1183 4.0243 10.6876 -0.0019 -0.0003 0
Si 8.1867 6.8381 10.7145 -0.0001 -0.0001 -0.0008
Si 0.03 9.539 11.0001 -0.0028 -0.0007 -0.0006
Si 4.1439 2.6155 12.2464 0.0047 -0.0029 -0.0076
Si 6.913 5.562 12.1841 -0.0018 0.001 -0.0005
Si 4.1685 8.1979 12.1493 0.0012 -0.002 0.004
Si 6.7613 -0.0843 12.2075 0.0017 0.0004 0.0026
Si -1.3581 2.8067 12.3133 -0.0015 -0.0003 -0.0039
Si 1.143 5.4083 12.0187 0 -0.0035 0.0022
Si 9.4515 8.1378 12.2227 0.0015 0.0022 0.0025
Si 1.4569 0.0142 12.3225 -0.0041 -0.0008 0.0044
Si 1.8118 3.8679 13.6393 0.005 0.0041 -0.011
Si -0.4689 5.6137 17.1317 -0.0052 0.0008 -0.0199
Si 3.0083 -1.3053 13.6363 0.0021 0.0001 -0.0056
Si 5.161 0.9717 13.5367 0.0025 -0.0012 -0.0161
Si 0.4469 1.8384 13.498 -0.0039 -0.0057 0.0064
Si -0.5259 6.3318 13.3695 -0.0038 0.0055 0.0055
Si 7.7178 -1.7964 13.4807 0.0002 0.0026 0.0049
Si -2.2693 4.6623 13.5273 -0.0008 -0.0001 0.0073
Si -1.3623 -2.4885 -9.9237 -0.0099 -0.0016 0.0179
Si 6.0246 7.3918 13.3743 -0.0016 -0.0013 0.0052
Si 7.7352 4.652 15.7568 0.0028 0.0024 -0.0249
Si 7.0175 4.615 -9.377 0.0004 0.0029 0.0228
Si 6.9024 5.003 21.434 -0.0036 -0.0042 0.0006
Si 0.5323 5.4586 23.9627 -0.0001 -0.0061 0.0092
Si 3.8954 2.3876 -4.3481 -0.0045 0.0009 0.0027
Si 5.6373 0.2165 -11.0259 -0.0023 -0.0032 0.021
Si 9.1969 3.7838 22.7947 0.0035 0.0027 0.0064
Si 9.0477 3.7399 20.0542 0.0021 0.0048 0.0007
Si 2.852 6.1001 -2.4479 0.0008 -0.0038 -0.0092
Si 1.696 3.167 -6.1027 -0.0055 0.0053 0.0169
Si 8.0797 0.181 -2.6721 0.0029 -0.0066 -0.0048
Si 5.2677 4.2148 -2.1446 -0.0021 0.0027 -0.0168
Si 0.6556 -0.3453 -9.3621 0.0013 -0.0017 0.0215
Si 5.4891 6.8115 15.5543 0.0041 -0.0002 -0.02
Si 9.3861 -2.5288 22.0891 -0.0043 -0.0041 0.0024
Si 0.3927 0.4387 -6.414 -0.0046 0.002 0.0144
Si -3.2879 1.805 0.0086 0.001 -0.0015 -0.0179
Si 0.5182 -2.0345 -4.6279 0.0007 -0.0009 0
Si 8.3833 -0.8725 15.5804 -0.0051 -0.004 -0.0296
Si 4.8428 -2.0294 -7.2763 0.0003 -0.0054 0.0171
Si 0.2814 4.3313 -2.1757 0.0057 -0.0092 -0.0197
Si 0.912 0.4965 19.6596 0.0024 0.003 -0.0069
Si 1.8192 1.5147 -2.3264 -0.0124 0.0071 -0.0106
Si -0.3667 2.6613 17.9348 -0.0013 0.0029 -0.0158
Si 5.0104 0.3883 18.2565 0.0024 0.001 -0.0113
Si 5.6651 0.9659 -6.5777 0.0025 -0.0003 0.0047
Si 0.8426 6.1894 15.2729 -0.0052 -0.0031 -0.0058
Si 0.4537 6.5556 -11.2099 -0.0009 0.0072 0.0065
Si 4.3565 -1.8943 22.1236 0.002 -0.0001 0.0066
Si -0.3959 -0.4519 22.3036 -0.0015 0.0056 0.0036
Si 3.3601 -1.7138 -9.9077 -0.003 0.0046 0.0212
Si 2.3495 6.5004 21.7778 -0.0035 -0.0064 0.0078
Si 8.9137 7.0135 -5.2527 0.006 -0.0028 0.0072
Si 0.0636 0.7685 15.5304 0.0037 0.0012 -0.0185
Si 7.2051 6.6326 -2.5951 -0.0056 0.0029 -0.007
Si 7.4078 7.3577 -7.8881 -0.0043 -0.0001 0.0231
Si 6.6312 1.7784 16.1112 0.0017 0.0038 -0.021
Si 2.1378 -0.6377 17.2684 -0.0029 -0.0049 -0.0182
Si 0.818 2.3469 -10.9477 0.0052 -0.0047 0.0126
Si 3.5369 8.0479 -4.6598 0.0027 0.0007 0.0052
Si 5.5155 -1.627 -2.681 0.0039 -0.0058 -0.0099
Si 8.7276 1.2877 24.2331 0.0021 0.0012 0.0163
Si -0.116 6.3296 19.9897 0.0068 -0.0006 -0.0096
Si 6.8193 8.0347 20.6864 -0.0021 0.0009 0.0066
Si 1.8951 0.0805 24.4759 -0.0018 0.0011 0.016
Si 2.7148 6.186 -10.6489 -0.0013 -0.0003 0.0095
Si 4.0937 3.8403 22.1238 0.0009 0.0034 0.0075
Si 3.7532 0.8863 20.971 0.0034 -0.0013 0.0015
Si 8.5904 1.5306 -5.4643 0.0007 0.0045 0.0035
Si 6.8144 -2.1893 17.7324 -0.0031 -0.0011 -0.0226
Si 5.387 2.2337 -8.5592 -0.0034 0.0001 0.0107
Si 2.6305 3.8872 -8.9101 -0.0011 -0.0055 0.0173
Si 2.5657 7.8581 15.4222 0.0024 0.0027 -0.0096
Si -1.0375 4.1943 -4.8346 0.0017 -0.0012 0.0029
O 3.3855 3.4958 13.4337 -0.0081 0.0047 0.0107
O 4.9176 -2.1711 23.6331 0.0002 -0.0002 -0.0068
O 3.8486 6.8221 15.5787 -0.0013 -0.0024 0.0061
O 0.1363 4.135 17.5091 0.0006 -0.0079 0.006
O -1.0803 1.1001 -6.4504 0.0019 -0.003 -0.0052
O 2.8074 1.4871 -1.0697 0.0107 -0.0057 0.0195
O 8.1377 6.9928 -3.8489 0.0017 -0.0023 0.001
O 8.1895 6.6967 -1.3282 0.0035 -0.0061 0.0108
O 3.0494 3.456 -5.2479 -0.0004 0.0008 -0.0061
O 0.7548 0.3145 -2.2531 -0.0016 -0.0017 0.0027
O 9.2813 0.3607 23.0433 0.003 -0.0068 -0.0062
O 3.9391 2.9712 -8.6853 0.0005 0.0017 -0.0039
O 1.6064 4.7092 15.0315 0 0.0017 0.0124
O 3.6887 2.3907 21.5438 -0.0002 -0.0048 0.0016
O 1.3414 4.2659 24.6876 -0.0035 0.0033 -0.0079
O 0.4139 -0.5094 -5.121 -0.0006 -0.001 -0.0029
O 8.8208 5.4073 16.7357 0.004 0.0026 0.0088
O 7.6223 0.5235 15.893 -0.0027 0.0045 0.0077
O 7.1047 1.3227 24.2459 0.0038 0.0011 -0.0053
O 1.4759 6.4911 23.1502 0.0027 -0.0001 -0.0082
O 4.0681 3.6728 23.7251 -0.005 -0.0052 -0.0029
O 3.8819 5.0132 -1.8472 -0.0006 -0.002 0.003
O 9.2243 2.8964 21.4314 0.0001 -0.0016 -0.0064
O 4.4336 -0.8127 -10.711 0.0009 0.0014 -0.0093
O 5.9946 -0.8709 18.1345 0.0007 -0.0021 0.0034
O 0.4228 3.7296 -5.3138 0.0053 -0.0006 -0.0067
O 6.0562 7.7533 -2.4302 0.0022 0.0008 0.0018
O 5.8886 7.8082 16.7637 0.0055 0.0064 0.0132
O 5.9806 8.0623 -8.0927 0.0003 -0.0013 -0.0064
O 3.9724 -0.309 22.0611 -0.0038 0.0025 -0.0022
O 2.7117 7.2959 -1.3728 -0.0034 0.0034 0.0173
O 3.5418 0.0319 17.6843 0.0011 0.0007 0.0064
O 1.8829 -1.1027 -10.0622 0.0035 -0.004 -0.0043
O 1.0621 -0.6242 18.4897 -0.001 0.0042 0.0039
O 4.3259 -1.7034 -3.7848 -0.0021 0.0011 -0.0001
O 4.1313 -0.1709 14.1585 -0.0069 -0.0045 0.0124
O -0.9086 -0.5443 15.404 0.0006 0.0025 0.0061
O 2.7971 1.4494 -3.6094 -0.0008 0.0017 0.0009
O 8.5138 8.1717 -8.7076 0.0124 0.0042 -0.0304
O -0.9639 4.4312 -3.2262 0.0033 -0.0006 0.0047
O 8.162 -1.8191 16.8947 -0.0038 -0.0033 0.0166
O 7.0625 -0.5546 -10.9386 -0.0002 -0.0016 -0.0094
O 1.4261 6.4982 20.4451 0.0014 -0.0015 -0.002
O 3.3438 7.6755 -10.5039 -0.002 -0.0101 -0.0092
O 9.2068 -0.7824 -2.0139 0.0048 -0.0044 0.0045
O -0.3216 6.6416 18.402 0.0023 0.0054 0.014
O -0.9636 7.2775 20.9831 -0.0031 0.0043 0.0055
O 0.6519 1.931 18.9543 0.0039 -0.0059 0.009
O 6.6233 6.5727 21.3385 0.0006 -0.0027 -0.0017
O 3.4806 6.6569 -3.8295 -0.0022 0.0005 0.0033
O 7.8188 7.4579 -6.3387 0.0007 -0.0039 -0.0111
O 0.7178 -0.3996 -7.7507 -0.0036 -0.0029 -0.0166
O 1.5167 0.23 16.0412 0.0005 -0.0014 0.0072
O 0.6819 1.1656 -9.8791 -0.0004 0.0025 -0.0076
O 5.7642 4.8823 -10.3579 -0.0002 0.001 -0.0131
O 8.7059 3.1155 -5.1942 -0.0002 -0.0034 -0.0003
O 5.6845 1.5848 17.405 -0.0052 -0.0024 0.0075
O 1.7541 3.851 -7.5586 0.0022 0.0012 -0.0125
O 5.6013 1.3827 -9.9237 0.0004 -0.0061 -0.012
O 4.8999 3.1156 -3.2974 0.0048 0.0031 0.0075
O 2.8911 1.3449 24.275 0.003 -0.0019 -0.008
O 6.4453 5.1984 -2.7257 -0.0018 -0.0026 0.0039
O 7.8518 4.6846 22.7122 -0.0002 -0.0034 -0.0068
O 7.7628 1.3415 -1.5781 -0.0019 0.0038 0.0164
O 9.0433 7.6317 23.5102 0.0017 0.0025 -0.0091
O -0.5978 1.7462 16.6404 -0.0018 0.0048 0.0103
O 6.278 5.405 15.8519 -0.0028 0.001 0.0112
O 5.564 4.1581 21.5893 0.0063 0.0019 -0.0076
O 8.6879 0.8003 -4.0267 -0.0023 0.0006 0.0052
O 7.2216 1.1648 -6.1983 -0.0063 -0.0012 -0.0057
O 0.3521 -2.1353 -3.0229 0.0023 0.0056 0.008
O 2.3129 0.5808 20.3855 -0.0061 -0.0055 -0.0012
O 7.9702 -2.026 21.4632 0.0013 -0.0006 -0.0005
O 3.658 -1.7245 -8.3209 -0.0023 0.0019 -0.0133
O 7.4858 3.1349 16.2705 -0.0017 -0.0049 0.0071
O 1.3875 5.4395 -2.6424 0.0011 0.0049 0.0048
O -0.19 0.0907 20.772 -0.0019 -0.0045 0.0043
O 0.9764 -0.2081 23.1651 0.0013 -0.0027 -0.009
O 9.1179 2.8127 18.7488 -0.0039 -0.0025 0.0059
O 1.7762 3.4262 -10.2173 -0.0031 -0.0017 -0.0054
O 2.3784 -2.1665 16.8095 0.0004 0.0082 0.0123
O 7.1576 7.9152 19.1069 0.0009 -0.0011 0.0101
O 4.8914 -1.0418 -1.3292 -0.002 0.0047 0.0246
O 2.002 -2.5052 -5.0297 -0.0036 0.0029 -0.0011
O 3.1874 5.113 21.7107 -0.0021 0.001 -0.0061
O 1.5342 1.57 -6.2877 0.0028 0.0039 -0.0095
O 5.7191 1.8647 14.7821 0.0029 0.0043 0.0191
O 5.404 -0.6233 -6.7295 0.0038 0.0017 -0.0048
O 4.8713 0.827 19.804 0.0002 0 0.0023
O -0.2297 7.2358 -9.8916 0.0019 -0.0052 -0.0088
O 4.7715 1.4768 -5.3326 -0.0012 0.0005 -0.0002
O -0.6162 4.8008 20.1118 0.0026 0.0019 0.0027
O 2.8176 -1.1986 24.7863 -0.0036 0.0006 -0.0058
O 6.5997 3.3251 -8.4966 0.005 0.0054 -0.0087
O 7.3055 5.8313 -8.3719 -0.0033 -0.0119 -0.0127
O 3.1941 7.8858 21.8135 0.0005 0.0024 -0.0024
O 9.4518 5.5425 -5.6056 -0.0002 0.0069 0.0011
O 6.7524 -0.6567 -3.0905 0.0015 0.003 0.0015
O 5.4373 -2.0705 20.9436 0.0023 -0.0023 -0.0038
O 7.6337 4.513 20.0736 -0.0029 0.0046 0.004
O 9.2732 2.801 24.0527 -0.0005 -0.002 -0.0042
O 2.9678 5.4369 -9.2197 0.0002 0.003 -0.0079
O -0.7255 -1.0181 -9.82 -0.0001 -0.002 0.001
O 0.9692 2.8782 -2.3342 0.0037 -0.0001 0.0022
O 4.3339 7.9158 -6.0575 0.0025 -0.0001 -0.008
O -0.429 4.781 22.8694 0.0049 -0.0002 0.0008
O 8.3399 4.3924 -10.2669 0.0032 -0.0019 -0.0102
O -0.6845 7.9968 -5.2862 -0.0025 0.0011 0.0013

Results
free energy: -153710.360 eV
free energy less fixed offsets of O -570.45, Si -639.56 eV per atom: -5.120 eV

The program warned: the cutoff lies below the one the program advises for these potential files; the forces do not sum to zero within the program's tolerance; empty levels may hold ghost states of the PAW files; the exchange-correlation potential is rough where the density is thin.
